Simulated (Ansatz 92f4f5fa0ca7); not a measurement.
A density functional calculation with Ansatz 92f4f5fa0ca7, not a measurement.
Periodic cell of 192 atoms, Si128O64, from a study of silicon, its oxide and their interface. The atomic structure is a simulated model.
This geometry differs little from another in the collection (a relaxation step or a small displacement).

Settings: functional r2SCAN; potential files Ansatz PAW; basis plane waves; wave-function cutoff 800 eV; density cutoff ratio 5; exchange-correlation grid ratio 1; k mesh 1 x 1 x 1, shifted by 0.5 0.5 0 of a step; self-consistency stop 1e-10 eV per atom in the density residual; occupations fixed; spin none; net charge 0.

Cell vectors (angstrom)
a	10.887	0	0
b	0	10.887	0
c	0	0	28.0121

Atoms and the computed forces on them: element, x, y, z (angstrom), force x, y, z (eV/angstrom)
Si	-0.2743	0.5553	-0.0526	0.0042	0.0023	-0.025
Si	2.9752	2.5509	-0.04	-0.0018	0.0014	-0.0292
Si	-0.1211	5.8363	0.3623	0.0021	-0.0008	-0.0201
Si	2.7923	7.8922	0.0992	-0.0065	0.0024	-0.021
Si	5.1131	0.2567	0.116	0.0035	-0.0031	-0.0189
Si	8.227	2.6222	0.1127	-0.003	0.0004	-0.0199
Si	5.2649	5.8907	-0.0486	0.0054	0.0021	-0.0258
Si	8.496	8.0658	0.0811	0.001	0.0005	-0.0219
Si	1.3504	1.5174	1.339	0.001	-0.0001	-0.0006
Si	4.1313	4.1921	1.2265	0.0004	0.0006	0.0073
Si	1.4029	6.8993	1.6925	0.0012	0.0039	0.0042
Si	3.9249	9.5749	1.3552	-0.0015	-0.0021	-0.0027
Si	6.7225	1.4051	1.4115	0.0024	-0.0009	0.006
Si	9.4551	4.188	1.391	0.0002	0	0.0018
Si	6.8109	6.9693	1.3552	0.003	-0.0002	-0.0022
Si	9.6036	9.712	1.2948	-0.0002	0.0023	-0.0004
Si	-0.0149	2.8404	2.7348	0.0026	-0.0004	0.0012
Si	2.6089	0.0607	2.7302	0.0004	0.0013	0.0014
Si	-0.0043	8.3658	2.8057	-0.0007	0.0037	0.0034
Si	2.7813	5.4127	2.7901	0.0046	-0.0026	0.0002
Si	5.4146	2.8382	2.7112	-0.0008	0.0023	0.0053
Si	8.1505	0.0506	2.7116	0.0014	-0.0002	0.0042
Si	5.4083	8.2856	2.7101	0.0012	-0.0003	0.0023
Si	8.0901	5.5322	2.7432	-0.0003	0.0024	-0.0006
Si	1.3704	4.1119	4.1345	-0.0013	-0.0026	0.0018
Si	4.0452	1.4226	4.0356	0.0007	0.0006	0.0017
Si	1.3404	9.6327	4.1891	-0.0009	0.0008	0.0001
Si	4.1201	6.8417	4.0861	0.001	-0.0007	-0.0014
Si	6.7813	4.1413	4.1117	-0.0012	0.0015	0.0034
Si	9.5222	1.4162	4.0661	0.0004	0.0011	-0.0028
Si	6.7947	9.5837	4.0886	0.0003	-0.0007	-0.0022
Si	9.5041	6.8953	4.0624	-0.0009	-0.0007	-0.0029
Si	-0.0411	0.0676	5.4995	0.0001	0.0008	0.0015
Si	2.7063	2.7223	5.4685	0.0006	0.0005	-0.0015
Si	-0.011	5.5067	5.4268	-0.0004	0.0003	0.0023
Si	2.726	8.1942	5.4419	0.0002	-0.0009	0.0001
Si	5.4223	0.0594	5.4169	-0.0006	-0.0004	0.002
Si	8.1592	2.7583	5.4375	-0.0004	-0.0009	0.0014
Si	5.439	5.4802	5.4806	-0.0015	-0.0001	-0.0002
Si	8.1352	8.1957	5.452	-0.0013	0.0002	-0.0013
Si	1.3655	1.3692	6.8396	0	0.0006	-0.0004
Si	4.0799	4.085	6.8125	0	0.0009	0
Si	1.3645	6.8265	6.801	0.0012	0.0013	0.0005
Si	4.0957	9.543	6.7924	0.0004	0.0009	-0.0008
Si	6.8036	1.3766	6.795	0.0013	0.0012	-0.0005
Si	9.5386	4.1041	6.7917	-0.0002	0.0003	-0.0008
Si	6.8178	6.8101	6.8252	0.0006	0.0002	-0.0002
Si	9.5067	9.5336	6.817	0.001	0.0002	0.0002
Si	0.0023	2.7204	8.1615	0.0009	0.0012	0.0001
Si	2.7248	-0.0173	8.1736	0.0006	0.0006	0.0001
Si	-0.0124	8.1529	8.1657	-0.0002	-0.0002	-0.0006
Si	2.7105	5.4379	8.1561	-0.0009	0.0012	0
Si	5.4455	2.7119	8.1669	0.0001	0.0006	0.0004
Si	8.1453	-0.011	8.1662	-0.0014	0.0005	-0.0001
Si	5.4439	8.1605	8.1545	-0.0007	0.0005	-0.0005
Si	8.1689	5.4284	8.1711	-0.0005	-0.0001	0.0009
Si	1.3753	4.0507	9.5113	0.0006	-0.0009	-0.0009
Si	4.1073	1.3254	9.5299	-0.0008	0.0018	-0.0009
Si	1.363	9.4923	9.5163	-0.0001	0.0006	-0.0013
Si	4.1044	6.7692	9.504	0.0015	-0.001	-0.0002
Si	6.8253	4.0402	9.5291	-0.0019	0.0011	-0.0006
Si	9.5447	1.3233	9.506	0.0002	0	0.0004
Si	6.8072	9.4859	9.5224	0.0007	-0.0003	-0.0007
Si	9.5382	6.7602	9.5337	0.0001	0.0015	-0.0005
Si	-0.0051	-0.0572	10.8854	0.0009	-0.0005	0.0026
Si	2.7426	2.6921	10.8719	-0.0002	0	0.0039
Si	-0.0091	5.3474	10.8766	-0.0003	0.0005	0.0024
Si	2.7346	8.1171	10.8438	0.0003	0	-0.0009
Si	5.4657	-0.0544	10.8912	0.0004	0.0005	0.0017
Si	8.1978	2.6603	10.8743	0.0003	-0.0001	0.0018
Si	5.4469	5.3831	10.8807	0	0.0008	0.0032
Si	8.1531	8.1028	10.8821	0.0005	-0.0003	0.0021
Si	1.3808	1.3191	12.2027	0.0011	-0.0013	0.0002
Si	4.1166	4.0063	12.2712	0.0004	0.0002	0.0047
Si	1.3983	6.6972	12.1479	0.0022	-0.0017	-0.0012
Si	4.0896	9.4563	12.223	0.0003	-0.001	-0.003
Si	6.8809	1.2728	12.2311	0.0014	-0.0012	-0.001
Si	9.5498	3.9659	12.285	0	0.0019	0.0027
Si	6.8272	6.6982	12.2476	-0.0002	-0.0007	0.0004
Si	9.5121	9.4436	12.2468	0.0012	-0.0011	0.0004
Si	0.0374	2.5831	13.6521	-0.0005	0.0001	0.0019
Si	2.7391	-0.0295	13.5429	-0.0011	0.0012	-0.0018
Si	0.0102	7.9894	13.4709	0.0001	-0.0001	0.0031
Si	2.7015	5.3747	13.5825	-0.0017	0.0015	0.0038
Si	5.5408	2.6163	13.5811	0.0008	0.0013	0.0048
Si	8.1861	-0.088	13.6665	-0.0007	-0.0007	0.006
Si	5.4306	8.0495	13.5585	-0.0007	0.0018	0.0023
Si	8.1673	5.3018	13.6373	-0.0003	-0.0031	-0.0023
Si	1.3908	3.9884	14.9784	-0.0011	0.0004	0.0022
Si	4.1925	1.2568	14.9194	-0.0005	-0.0023	-0.0024
Si	1.3434	9.3975	14.727	-0.0008	-0.0014	-0.0062
Si	4.0868	6.6935	14.9471	-0.0008	0.0017	-0.0009
Si	6.866	3.8954	15.0602	0.0012	-0.0003	0.003
Si	9.6341	1.1804	15.0935	0.0003	-0.0002	0.0004
Si	6.7642	9.3849	14.94	-0.0014	0.0014	-0.0056
Si	9.6195	6.6273	14.918	0.0008	-0.0019	-0.003
Si	-0.1862	-0.6162	16.2666	0.0003	-0.0054	0.025
Si	3.0778	2.8729	16.149	-0.0016	-0.0033	0.0223
Si	-0.2122	5.0354	16.355	0.0031	0.0006	0.0281
Si	2.859	8.3228	16.0999	0.0018	0.0032	0.0351
Si	5.1831	-0.4043	16.3075	-0.0019	-0.0003	0.0226
Si	8.4804	2.7141	16.4221	0.0052	-0.0001	0.0231
Si	5.2427	5.108	16.2456	-0.0005	0.0011	0.018
Si	8.3658	8.1571	16.1115	-0.0011	-0.0021	0.0235
Si	-0.7821	27.2773	25.0006	-0.003	0.0007	-0.0271
Si	32.8902	-19.0349	20.8142	0.0036	-0.0034	0.0128
Si	-3.5103	4.5938	25.9707	0.0096	0.003	-0.0212
Si	8.0311	-5.5148	20.2398	0.0007	-0.0023	0.0173
Si	3.8911	24.7917	21.4006	0	0.0024	0.0075
Si	-4.38	23.5677	21.8782	-0.0047	-0.0017	0.0035
Si	0.2096	10.9359	24.8878	0.0029	0.0007	-0.0392
Si	-20.7279	-2.1446	18.4481	0.0004	-0.006	0.0391
Si	-24.8452	-16.3626	23.2681	-0.0005	0.0066	-0.0109
Si	-7.9649	-15.3502	24.0217	0.0005	0.0035	-0.0199
Si	10.9001	6.2236	19.2374	-0.0015	-0.0035	0.0329
Si	-13.5672	0.313	23.6924	0	0.0031	-0.0206
Si	8.2067	24.3838	19.4298	-0.0002	0.0041	0.0389
Si	-5.1519	7.661	23.6235	0.0035	-0.0052	-0.0165
Si	12.6268	16.0255	21.4982	0.0047	-0.0078	0.008
Si	35.1814	2.0355	19.0711	-0.0025	-0.001	0.0515
Si	23.37	26.2317	26.0137	-0.0022	0.0085	-0.0404
Si	24.4937	-11.6055	20.3444	0.0002	-0.0022	0.011
Si	1.0926	-13.684	25.4459	-0.0006	-0.0026	-0.044
Si	5.5621	-1.2127	19.0841	-0.0015	-0.0001	0.0411
Si	6.5459	-25.6844	18.3311	-0.0023	0.0028	0.0383
Si	1.8554	-31.7047	22.54	0.0035	0.0034	-0.0068
Si	39.1988	-22.7813	21.7462	-0.0005	0.0019	0.0076
Si	17.6246	31.2885	25.8927	-0.0012	0.0055	-0.0389
O	-1.5008	20.2318	-11.4617	-0.0031	0.001	-0.0103
O	-10.8287	39.5093	-2.7064	0.0021	0.0001	0.0074
O	-8.5917	14.0018	-1.4344	0.0073	-0.0046	0.023
O	0.2746	-12.4451	-3.1667	0.0012	0.0003	0.0212
O	-16.0065	-0.6009	-1.0984	-0.0092	0.0118	0.0227
O	22.1226	0.3892	-1.5534	-0.0022	0.0007	0.0294
O	0.5357	23.1884	-6.317	0.0025	0.0014	-0.003
O	-5.0506	8.5113	-3.0154	0.0035	0.0077	0.0191
O	13.2962	7.8521	-3.4622	-0.0101	0.0024	0.0141
O	23.8125	7.9076	-10.5581	0.0075	0.0006	-0.0253
O	10.6978	-3.1107	-9.1812	0.0112	0.0095	-0.013
O	36.5364	-19.3067	-8.1487	-0.0044	-0.0022	-0.0093
O	13.6116	-5.5955	-2.8263	-0.0049	-0.0074	0.0181
O	22.3326	4.0344	-6.2679	-0.0014	-0.0017	-0.0035
O	0.9791	5.2527	-0.7206	-0.0085	0.006	0.0228
O	8.1882	-30.6247	-10.1049	-0.0013	0.002	-0.0303
O	17.9423	-4.3068	19.8122	-0.0009	0.0015	-0.0123
O	9.4034	-5.3151	23.5548	0.0014	-0.0007	0.0111
O	-6.6364	-22.7838	19.9862	-0.0022	-0.0015	-0.0078
O	20.2426	12.4396	27.6363	-0.0016	0.0032	0.0121
O	-12.0376	11.408	24.1472	0.0041	-0.0009	0.0102
O	-3.2761	1.7219	23.0887	0.0023	-0.0025	0.0027
O	5.7938	-16.0341	17.6369	-0.007	-0.009	-0.0197
O	0.5676	10.1307	17.7338	-0.0042	0.0021	-0.0204
O	28.9084	-6.4721	24.3694	-0.0016	-0.0037	0.0209
O	-9.4401	-10.1732	24.0798	-0.0082	-0.0033	0.0154
O	5.6956	-0.135	17.8637	0.0015	0.0021	-0.0259
O	22.0683	16.3349	17.8445	-0.002	-0.0024	-0.0281
O	-8.4206	-11.2995	21.9111	0.0018	-0.0055	-0.0151
O	-3.0551	-3.4855	17.4542	0.0092	0.0066	-0.0187
O	23.5698	-1.9275	19.8559	-0.0016	0.0032	-0.0228
O	4.1193	4.0101	16.6951	0.0012	0.0011	-0.0164
O	9.5816	5.7567	20.041	0.0038	0.0032	-0.0081
O	-5.2259	-13.1024	22.3609	0.0016	-0.0058	0.0047
O	23.0414	13.8009	19.5786	0.0036	-0.0039	-0.0123
O	20.4091	-6.9521	16.7056	0.0007	-0.0009	-0.0138
O	2.977	13.0026	22.3982	-0.0022	-0.0057	-0.0007
O	-9.1785	30.1044	26.9385	0.0126	-0.0009	0.0317
O	7.1101	-4.0444	23.4431	-0.0039	-0.0025	-0.0008
O	18.76	19.5359	26.6805	0.0083	-0.0062	0.0265
O	-6.8198	23.166	27.5366	0.0004	0.0028	0.0062
O	12.8164	6.0701	22.7955	0.0021	0.0014	0.0063
O	18.5749	15.0167	19.2793	0.001	-0.0067	-0.008
O	5.5115	8.1989	18.4267	0.0031	-0.0058	-0.014
O	15.367	6.6318	23.631	-0.0007	0.0025	0.0054
O	2.5633	2.1141	17.4844	0.004	0.0066	-0.0316
O	7.477	-7.6884	26.7801	0.0037	-0.0097	0.0226
O	-4.0984	-1.1791	20.1503	-0.0015	0.0007	-0.0148
O	11.1642	-6.6321	25.0696	0.0041	-0.001	0.0163
O	4.0162	-3.9776	27.5349	0.002	-0.0002	0.006
O	7.9688	-0.8116	22.5192	0.0029	0.0003	0.0036
O	7.4096	10.6724	24.9936	-0.0069	-0.0119	0.0206
O	-19.5471	0.5263	19.4714	-0.0014	-0.0016	-0.0116
O	18.1119	12.6976	20.4243	0.0047	0.0043	-0.0129
O	-9.589	-4.8857	20.2033	-0.0045	0.0043	-0.0124
O	3.2243	4.4838	21.3327	-0.0039	-0.0007	-0.0024
O	7.7015	15.7863	21.7505	0.003	-0.0018	-0.0035
O	3.8892	-12.2618	16.5444	-0.0033	-0.0089	-0.0202
O	-1.1516	-14.7622	27.8204	-0.0011	-0.0005	0.0105
O	-5.1766	11.2669	21.979	0.0005	-0.0027	-0.0023
O	-5.474	-7.8966	21.9618	0.0011	-0.0028	-0.0016
O	19.7497	5.2898	26.0567	-0.0043	-0.0046	0.0142
O	20.5385	-8.2546	20.1681	-0.0054	-0.0015	-0.006
O	27.9176	5.4436	26.6248	-0.0125	0.0053	0.0186

Results
free energy: -118374.676 eV
free energy less fixed offsets of O -570.45, Si -639.56 eV per atom: -2.196 eV

The program warned: the cutoff lies below the one the program advises for these potential files; the forces do not sum to zero within the program's tolerance; empty levels may hold ghost states of the PAW files; the exchange-correlation potential is rough where the density is thin.
